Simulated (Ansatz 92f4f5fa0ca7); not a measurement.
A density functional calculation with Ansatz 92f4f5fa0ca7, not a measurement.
Periodic cell of 184 atoms, Si120O64, from a study of silicon, its oxide and their interface. The atomic structure is a simulated model.
This geometry differs little from another in the collection (a relaxation step or a small displacement).

Settings
functional: r2SCAN
potential files: Ansatz PAW
basis: plane waves
wave-function cutoff: 800 eV
density cutoff ratio: 5
exchange-correlation grid ratio: 1
k mesh: 1 x 1 x 1, shifted by 0.5 0.5 0 of a step
self-consistency stop: 1e-10 eV per atom in the density residual
occupations: fixed
spin: none
net charge: 0

Cell vectors (angstrom)
a, 10.888, 0, 0
b, 0, 10.888, 0
c, 0, 0, 26.8605

Atoms: element, x, y, z (angstrom)
Si, 0.3908, -0.1379, 0.0751
Si, 2.0225, 3.128, 0.0756
Si, 0.1697, 4.7876, 0.2091
Si, 1.8613, 8.9971, -0.6956
Si, 5.9211, -0.0477, -0.0436
Si, 7.8913, 3.1268, 0.2616
Si, 5.6303, 5.2745, 0.3023
Si, 8.1204, 8.5151, -0.1282
Si, 1.3648, 1.401, 1.5488
Si, 3.9335, 4.0343, 1.3079
Si, 1.0818, 6.6685, 1.2193
Si, 4.2144, 9.792, 1.2016
Si, 6.869, 1.4373, 1.4396
Si, 9.4764, 4.0271, 1.6968
Si, 6.9605, 6.8907, 1.3223
Si, 9.6157, 9.6114, 1.3136
Si, -0.0525, 2.6317, 2.9436
Si, 2.8272, 0.0554, 2.7574
Si, -0.0335, 8.1558, 2.6956
Si, 2.6666, 5.5087, 2.6325
Si, 5.3536, 2.7188, 2.7175
Si, 8.2391, 0.0396, 2.7369
Si, 5.4649, 8.2449, 2.5863
Si, 8.1855, 5.5718, 2.8436
Si, 1.3558, 4.1299, 4.0884
Si, 4.1112, 1.3854, 4.1727
Si, 1.3983, 9.5209, 4.0221
Si, 4.0957, 6.8435, 3.9756
Si, 6.7526, 4.1274, 4.0525
Si, 9.4947, 1.3037, 4.246
Si, 6.8109, 9.5591, 4.029
Si, 9.5398, 6.8856, 4.1802
Si, 0.0356, -0.0535, 5.4798
Si, 2.7128, 2.7621, 5.4696
Si, 0.0059, 5.4702, 5.4669
Si, 2.7433, 8.1624, 5.3905
Si, 5.4866, 0.004, 5.4543
Si, 8.1121, 2.7555, 5.4492
Si, 5.4037, 5.4783, 5.4133
Si, 8.138, 8.2249, 5.4745
Si, 1.3616, 1.3636, 6.8162
Si, 4.078, 4.1149, 6.8196
Si, 1.3838, 6.8214, 6.7908
Si, 4.101, 9.5153, 6.7672
Si, 6.7996, 1.3825, 6.822
Si, 9.5146, 4.093, 6.7884
Si, 6.7825, 6.8164, 6.7923
Si, 9.5314, 9.5274, 6.8487
Si, -0.0212, 2.7309, 8.1602
Si, 2.7465, -0.0195, 8.1311
Si, 0.013, 8.1488, 8.1694
Si, 2.704, 5.4595, 8.1697
Si, 5.431, 2.7226, 8.1704
Si, 8.1683, 0.0328, 8.1712
Si, 5.4261, 8.1622, 8.1667
Si, 8.1543, 5.4409, 8.1382
Si, 1.3454, 4.0919, 9.5238
Si, 4.0692, 1.3415, 9.5115
Si, 1.4028, 9.5063, 9.5021
Si, 4.0611, 6.7997, 9.534
Si, 6.8197, 4.0677, 9.5085
Si, 9.5243, 1.372, 9.535
Si, 6.7856, 9.5533, 9.5025
Si, 9.5289, 6.7767, 9.4996
Si, 0.0568, 0.0057, 10.8157
Si, 2.7038, 2.6993, 10.8544
Si, -0.0093, 5.4435, 10.9063
Si, 2.7151, 8.1461, 10.931
Si, 5.4074, -0.0109, 10.9022
Si, 8.1607, 2.717, 10.9107
Si, 5.421, 5.3977, 10.8346
Si, 8.1684, 8.1735, 10.7986
Si, 1.3492, 1.3647, 12.2353
Si, 4.0989, 3.9973, 12.2126
Si, 1.3619, 6.7711, 12.3071
Si, 4.0471, 9.525, 12.3053
Si, 6.7748, 1.3446, 12.2487
Si, 9.5384, 4.0735, 12.2667
Si, 6.7531, 6.8265, 12.1001
Si, 9.617, 9.4894, 12.1021
Si, 0.0066, 2.7111, 13.658
Si, 2.6625, 0.0084, 13.6623
Si, 0.0001, 8.1824, 13.6292
Si, 2.729, 5.3182, 13.5872
Si, 5.407, 2.6416, 13.6869
Si, 8.2374, -0.0618, 13.3988
Si, 5.4204, 8.1038, 13.5812
Si, 8.0919, 5.4837, 13.4448
Si, 1.6607, 3.7587, 15.0115
Si, 3.8394, 1.4687, 15.0842
Si, 1.0064, 9.8586, 14.9869
Si, 4.2742, 6.4798, 14.8764
Si, 6.5536, 4.3629, 14.7904
Si, 9.63, 1.1311, 14.848
Si, 7.1417, 9.242, 14.6803
Si, 9.2361, 7.0034, 14.7866
Si, -20.7895, -15.6408, 21.7603
Si, 6.0731, -10.6726, 19.8543
Si, -4.2279, 2.9477, 19.5905
Si, 30.7862, -4.1211, 21.6011
Si, 13.2766, 14.4624, 20.5899
Si, -6.013, 6.222, 24.3796
Si, 8.6129, -1.8381, 23.7276
Si, -11.2035, 11.1781, 22.4786
Si, 4.4678, 4.4186, 22.2877
Si, -28.1364, 16.1126, 19.5628
Si, 25.6855, -14.1159, 17.6593
Si, 10.6027, -5.7336, 17.0207
Si, -6.9019, -11.5215, 21.7241
Si, 22.4682, 1.8155, 24.6722
Si, -19.0133, 8.0646, 23.3917
Si, 10.799, -25.4237, 19.3214
Si, -31.1736, 9.328, 18.0638
Si, -15.6086, 32.8788, 23.7876
Si, -3.022, 23.2593, 21.7118
Si, 1.6317, 11.5213, 20.2608
Si, -14.6118, 5.0372, 22.9224
Si, 16.3521, -11.3993, 16.9624
Si, 19.2487, -18.7618, 16.9962
Si, -1.4319, 14.7471, 24.8009
O, 9.8715, -15.5542, -10.7968
O, -12.9029, 1.7247, -10.6877
O, -9.1835, 10.7507, -8.03
O, 15.0676, 7.6207, -2.8297
O, -6.0229, 6.0633, -0.8916
O, 11.9314, 7.1195, -6.3812
O, -4.0092, 9.5479, -0.2955
O, -4.2838, 31.9915, -11.0024
O, 26.6011, -12.8511, -9.6009
O, -15.053, 15.0615, -0.2412
O, -2.2001, 2.777, -1.1116
O, 10.1609, 5.046, -1.1784
O, 2.6491, 8.2655, -8.3997
O, 16.4423, 12.6574, -6.9904
O, -11.8623, -0.9341, -3.5361
O, 3.1907, 4.2924, -7.5094
O, 1.5919, 20.3555, 16.4625
O, -3.658, -11.8939, 23.7512
O, 3.1077, -1.933, 22.0964
O, 13.8435, 0.4469, 21.1517
O, -8.9992, 6.7868, 22.9324
O, -6.8896, 5.024, 23.7118
O, 3.5186, 6.9644, 16.2502
O, -0.2052, 13.9394, 24.1533
O, 14.4058, 3.2353, 21.7427
O, 5.4377, 5.4253, 15.3512
O, 18.3468, 11.1249, 20.7217
O, -9.8543, 26.3054, 16.3189
O, 7.785, 5.7159, 21.5968
O, -11.008, 33.5162, 25.712
O, -0.5557, 16.9718, 22.2579
O, -15.896, -6.5495, 19.3569
O, -0.1603, -10.8419, 15.3865
O, -14.2098, 13.4498, 18.3172
O, 2.0251, -8.4816, 25.4181
O, 4.7809, -0.1452, 23.0418
O, 4.4679, -5.2741, 21.1574
O, 4.4282, 22.4158, 16.4124
O, 6.2541, -11.0207, 18.3105
O, -10.7942, -2.2541, 18.5232
O, -13.255, -2.9268, 22.5594
O, -13.3856, -6.4864, 23.7446
O, 20.5015, -17.8341, 17.4076
O, 12.2947, 15.5281, 21.3214
O, 14.2153, 20.026, 26.8467
O, 13.6377, -8.2584, 15.5606
O, 1.379, 29.3215, 26.7169
O, -4.4829, -4.7313, 23.8429
O, -13.0079, -13.4136, 25.2173
O, 12.4529, -19.513, 20.1046
O, -10.5266, -21.8082, 21.0436
O, 27.7839, -6.9118, 22.5197
O, 10.9856, 5.9503, 18.3699
O, -12.42, 7.229, 20.0862
O, -3.9887, -9.4463, 23.0252
O, 8.1644, -2.7604, 15.3345
O, -8.9095, 8.9133, 24.5447
O, 7.6897, 2.856, 20.8632
O, -6.3071, -4.3555, 18.6258
O, 15.9536, -22.6314, 20.5336
O, -3.5636, 3.8644, 16.1223
O, 5.733, 11.476, 25.3164
O, -9.9721, 11.8091, 23.3494
O, -1.4981, -42.1951, 22.2036

Results
free energy: -113255.935 eV
free energy less fixed offsets of O -570.45, Si -639.56 eV per atom: 0.065 eV

Forces (eV/angstrom), in the order of the atoms: element, x, y, z
Si, 0.0121, -0.0216, 0.0544
Si, -0.0033, 0.023, 0.0653
Si, 0.0221, -0.0094, 0.0572
Si, 0.0082, 0.0009, 0.1663
Si, -0.0088, -0.0128, 0.1211
Si, -0.0087, 0.0017, 0.0814
Si, 0.0217, -0.0211, 0.0875
Si, -0.0127, -0.0078, 0.1156
Si, 0.0049, 0.0012, -0.0034
Si, 0.0013, -0.0017, -0.0022
Si, -0.0016, -0.0139, 0.0291
Si, 0.0085, 0.01, 0.0119
Si, 0.0019, -0.001, -0.0067
Si, -0.0006, 0, -0.007
Si, -0.0006, -0.0009, -0.003
Si, 0, -0.0033, -0.0078
Si, -0.0026, 0.0004, 0.0025
Si, 0.0044, -0.0004, -0.0021
Si, 0.0043, -0.0053, -0.0006
Si, -0.0064, 0.0004, -0.0041
Si, -0.0008, 0.0009, -0.0006
Si, -0.0009, 0.0019, 0.0015
Si, 0.0012, 0.0058, -0.0022
Si, 0.0022, 0.0003, 0.0002
Si, 0.0021, -0.0009, -0.0014
Si, -0.0007, 0.0002, 0.0001
Si, -0.0003, -0.0001, -0.0016
Si, 0.0009, 0.0005, 0.0015
Si, -0.0004, -0.0006, 0.0009
Si, 0.0013, 0.0003, 0.0001
Si, 0, -0.0012, -0.0014
Si, -0.0015, 0.001, -0.0006
Si, 0.0008, 0.0007, -0.0006
Si, 0.0003, -0.0001, -0.0004
Si, -0.0002, 0.0005, -0.0001
Si, 0.0006, 0, -0.0005
Si, -0.0003, 0.0001, 0.0009
Si, 0.0003, 0.0014, 0.0003
Si, -0.0003, 0.0008, -0.0003
Si, 0.0004, 0.0004, 0.0001
Si, 0, -0.0004, -0.0015
Si, 0.0006, 0.0004, -0.0008
Si, 0.0002, 0.0007, -0.001
Si, -0.0005, 0.0001, -0.0007
Si, -0.0003, -0.0005, -0.0012
Si, 0.0001, -0.0007, -0.0011
Si, -0.0003, -0.0005, -0.0009
Si, 0.0003, 0.0002, -0.0001
Si, 0.0004, 0.0007, -0.0006
Si, 0.0001, 0, -0.0007
Si, 0.0008, 0.0004, -0.0005
Si, 0.0004, 0.0001, -0.0006
Si, 0.0005, 0.0005, -0.0005
Si, 0.0001, 0.0002, -0.0007
Si, 0.0005, 0.0006, -0.0006
Si, 0.0005, 0.0001, -0.0005
Si, 0.0001, 0.0005, -0.0007
Si, 0.0006, -0.0004, -0.0003
Si, 0.0001, -0.0002, -0.0005
Si, -0.0005, 0.0008, -0.0007
Si, 0.0001, -0.0001, -0.0007
Si, -0.0001, 0.0006, -0.0008
Si, -0.0002, 0.0004, -0.0001
Si, 0.0006, 0.0003, -0.0002
Si, -0.0001, 0.0016, -0.0003
Si, -0.0002, 0.0002, -0.0007
Si, 0.0007, 0.0003, -0.0007
Si, 0.0007, 0.0005, -0.0014
Si, -0.0005, -0.0003, -0.0006
Si, 0.0008, 0.0001, -0.0006
Si, -0.0006, -0.0002, -0.0006
Si, 0.0007, 0.0002, -0.0001
Si, 0.0003, 0.0006, 0.0005
Si, 0.0012, -0.0002, 0.0008
Si, 0.0001, 0.0001, 0.0017
Si, -0.0002, 0.0013, 0.002
Si, -0.0005, 0.0009, 0.0008
Si, 0.0009, -0.0005, 0.0016
Si, -0.0016, 0.0025, 0.0012
Si, 0.0002, -0.0032, 0.0014
Si, 0.0022, -0.0012, -0.0075
Si, -0.0019, 0.001, -0.0073
Si, -0.0007, 0.0039, -0.0073
Si, 0.0017, 0, -0.0045
Si, -0.0022, 0.0021, -0.0044
Si, 0.0012, 0.0002, -0.0021
Si, 0.0027, -0.0032, -0.0056
Si, -0.0005, 0.0013, -0.0033
Si, -0.0109, 0.0155, 0.0877
Si, 0.0117, -0.02, 0.0903
Si, 0.0191, -0.0103, 0.1121
Si, -0.019, 0.0142, 0.0974
Si, 0.0169, -0.0079, 0.0843
Si, -0.0153, 0.0109, 0.0789
Si, -0.012, 0.0205, 0.0724
Si, 0.0163, -0.0192, 0.0796
Si, 0.0048, -0.0001, 0.1996
Si, 0.0074, -0.0041, 0.2312
Si, -0.0199, 0.0075, 0.224
Si, -0.0493, 0.0034, 0.1997
Si, -0.0064, 0.0008, 0.1686
Si, 0.0102, 0.0217, 0.2049
Si, -0.0054, -0.0054, 0.2127
Si, 0.0119, -0.0034, 0.2052
Si, 0.026, 0.0101, 0.1976
Si, -0.0133, -0.0468, 0.2028
Si, 0.0074, -0.0171, 0.21
Si, 0.0021, 0.0212, 0.2044
Si, -0.01, -0.027, 0.2067
Si, 0.0132, 0.0183, 0.2071
Si, 0.0033, 0.0332, 0.2113
Si, -0.0306, 0.0203, 0.2311
Si, -0.0264, 0.0275, 0.2347
Si, 0.002, -0.0145, 0.2205
Si, 0.0276, -0.0134, 0.2039
Si, -0.0171, 0.0159, 0.2152
Si, 0.0291, 0.0071, 0.1879
Si, 0.0172, -0.0208, 0.2097
Si, -0.0237, -0.004, 0.2063
Si, 0.034, -0.0106, 0.1975
O, -0.0347, 0.0413, -0.1079
O, 0.0316, -0.0383, -0.0979
O, -0.0002, -0.065, -0.1349
O, -0.02, 0.0057, -0.0723
O, -0.0228, 0.0272, -0.1442
O, -0.0174, 0.0325, -0.1309
O, 0.0046, 0.0038, -0.0548
O, 0.037, -0.0234, -0.1031
O, 0.0103, 0.0164, -0.0798
O, -0.0028, 0.0059, -0.0461
O, 0.0258, 0.0134, -0.1015
O, -0.0433, -0.0125, -0.1022
O, 0.0198, -0.0071, -0.0758
O, 0.0015, 0.0057, -0.075
O, 0.0189, 0.0261, -0.0806
O, 0.0186, 0.0226, -0.0905
O, -0.0125, 0.0155, -0.1681
O, -0.0053, 0.0132, -0.0678
O, 0.019, 0.0381, -0.0971
O, -0.0272, 0.0186, -0.0863
O, -0.038, -0.0444, -0.1007
O, -0.0102, -0.0389, -0.1113
O, 0.0066, -0.0321, -0.1404
O, -0.0004, -0.0052, -0.0727
O, -0.029, -0.006, -0.0866
O, 0.0038, -0.0029, -0.0441
O, -0.0409, -0.0175, -0.1054
O, 0.0386, -0.0349, -0.1016
O, 0.0229, 0.0176, -0.0881
O, -0.0016, 0.0425, -0.1027
O, 0.0136, 0.0103, -0.0741
O, 0.014, -0.0021, -0.0685
O, -0.0068, 0.0062, -0.0471
O, 0.0646, 0.0083, -0.1599
O, -0.0212, -0.0362, -0.1073
O, -0.045, -0.0134, -0.1182
O, -0.003, 0.0188, -0.139
O, -0.0354, 0.0457, -0.1038
O, -0.019, -0.0209, -0.168
O, 0.0269, 0.0234, -0.0871
O, 0.0168, -0.055, -0.111
O, -0.0635, 0.0339, -0.1128
O, 0.0021, 0.0012, -0.0698
O, 0.0172, -0.0225, -0.0738
O, -0.0557, -0.0177, -0.0551
O, 0.0007, 0.0003, -0.0442
O, 0.0171, 0.0431, -0.0663
O, 0.0231, -0.0232, -0.0821
O, 0.0126, 0.0212, -0.1616
O, -0.0034, -0.003, -0.0613
O, 0.0497, 0.0021, -0.1274
O, -0.0312, -0.0156, -0.0723
O, -0.0082, -0.0689, -0.1493
O, 0.0487, 0.0125, -0.1327
O, 0.0305, 0.0283, -0.1146
O, -0.0005, -0.0003, -0.0417
O, 0.0355, -0.0405, -0.1452
O, -0.0311, 0.0251, -0.117
O, -0.0141, 0.072, -0.1137
O, 0.042, 0.0154, -0.1166
O, -0.0336, 0.0271, -0.1057
O, 0.0132, 0.0064, -0.1644
O, -0.0198, -0.0385, -0.1267
O, -0.0362, 0.0126, -0.0776

The program warned: the cutoff lies below the one the program advises for these potential files; the forces do not sum to zero within the program's tolerance; empty levels may hold ghost states of the PAW files; the exchange-correlation potential is rough where the density is thin.
